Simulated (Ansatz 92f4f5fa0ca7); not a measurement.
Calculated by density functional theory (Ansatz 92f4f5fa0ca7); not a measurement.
Periodic cell of 215 atoms, Si133O82, from a study of silicon, its oxide and their interface. The atomic structure is a simulated model.
Doubt: the cutoff is low for norm-conserving oxygen, so forces and energies are approximate.

Settings: functional HSE06; potential files SPMS norm-conserving; basis plane waves; wave-function cutoff 800 eV; density cutoff ratio 4; exchange-correlation grid ratio 1; k mesh 1 x 1 x 1, Gamma-centred; occupations fixed; spin none; net charge 0.

Cell vectors (angstrom)
a  10.938  0  0
b  0  10.938  0
c  0  0  31.5432

Atoms: element, x, y, z (angstrom)
Si  10.4315  0.5497  24.3271
Si  6.0151  10.487  24.126
Si  2.1246  3.229  24.0735
Si  8.6894  2.2378  24.2711
Si  0.4865  5.0403  24.1561
Si  5.024  5.8932  24.1725
Si  3.3594  7.6478  24.1565
Si  7.813  8.8035  23.9984
Si  1.3406  1.45  25.4403
Si  6.8793  1.3139  25.4462
Si  4.0207  4.1025  25.3268
Si  9.6308  4.0918  25.3901
Si  1.4605  6.8129  25.3665
Si  6.8676  6.9183  25.2553
Si  4.2013  9.5256  25.342
Si  9.5239  9.6196  25.425
Si  2.7632  -0.0099  26.6915
Si  8.2002  -0.011  26.8529
Si  -0.006  2.76  26.8395
Si  5.4439  2.7341  26.6996
Si  2.7427  5.4482  26.8003
Si  8.2037  5.4968  26.6764
Si  0.0161  8.1942  26.6991
Si  5.5152  8.1867  26.772
Si  4.1018  1.3673  28.1249
Si  9.5708  1.3673  28.1249
Si  1.3673  4.1018  28.1249
Si  6.8362  4.1018  28.1249
Si  4.1018  6.8362  28.1249
Si  9.5708  6.8362  28.1249
Si  1.3673  9.5708  28.1249
Si  6.8362  9.5708  28.1249
Si  0  0  29.4922
Si  5.469  0  29.4922
Si  2.7345  2.7345  29.4922
Si  8.2035  2.7345  29.4922
Si  0  5.469  29.4922
Si  5.469  5.469  29.4922
Si  2.7345  8.2035  29.4922
Si  8.2035  8.2035  29.4922
Si  1.3673  1.3673  30.8594
Si  6.8362  1.3673  30.8594
Si  4.1018  4.1018  30.8594
Si  9.5708  4.1018  30.8594
Si  1.3673  6.8362  30.8594
Si  6.8362  6.8362  30.8594
Si  4.1018  9.5708  30.8594
Si  9.5708  9.5708  30.8594
Si  2.7345  0  0.6835
Si  8.2035  0  0.6835
Si  0  2.7345  0.6835
Si  5.469  2.7345  0.6835
Si  2.7345  5.469  0.6835
Si  8.2035  5.469  0.6835
Si  0  8.2035  0.6835
Si  5.469  8.2035  0.6835
Si  4.1018  1.3673  2.0507
Si  9.5708  1.3673  2.0507
Si  1.3673  4.1018  2.0507
Si  6.8362  4.1018  2.0507
Si  4.1018  6.8362  2.0507
Si  9.5708  6.8362  2.0507
Si  1.3673  9.5708  2.0507
Si  6.8362  9.5708  2.0507
Si  0  0  3.418
Si  5.469  0  3.418
Si  2.7345  2.7345  3.418
Si  8.2035  2.7345  3.418
Si  0  5.469  3.418
Si  5.469  5.469  3.418
Si  2.7345  8.2035  3.418
Si  8.2035  8.2035  3.418
Si  1.3155  1.3968  4.724
Si  6.8531  1.3386  4.849
Si  4.0776  4.1262  4.6993
Si  9.5547  4.0892  4.8534
Si  1.3528  6.8708  4.8477
Si  6.8405  6.8221  4.7176
Si  4.0992  9.5742  4.8371
Si  9.5802  9.5733  4.7587
Si  2.6469  0.0516  6.1067
Si  8.2267  -0.0965  6.2308
Si  -0.0075  2.6853  6.2064
Si  5.4021  2.7685  6.0795
Si  2.7472  5.4447  6.1276
Si  8.116  5.4619  6.166
Si  -0.0034  8.2971  6.2241
Si  5.5467  8.1775  6.1393
Si  3.5128  1.9343  7.1985
Si  10.0153  0.8572  7.4544
Si  1.8054  3.6665  7.3606
Si  6.2092  4.5666  7.3639
Si  4.6182  6.3389  7.2514
Si  9.1485  7.2241  7.3285
Si  0.8985  10.1756  7.5
Si  7.3878  8.9398  7.4621
O  4.4959  6.6511  8.8585
O  1.4663  4.0591  8.9315
O  9.6798  6.573  8.75
O  1.3308  10.0763  9.1049
O  6.1416  4.2724  8.9938
O  3.8557  1.542  8.705
O  7.0111  9.1084  9.0746
O  9.6029  1.1249  9.033
O  8.2846  2.4992  22.7025
O  11.0146  5.5265  22.6334
O  5.6067  0.0196  22.6024
O  5.2299  5.4226  22.6049
O  2.1793  2.818  22.4672
O  3.2621  7.878  22.5247
O  8.3686  8.6918  22.4302
O  -0.1508  11.1801  22.7606
Si  2.1423  2.947  12.8617
Si  8.6521  1.3275  10.3262
Si  1.0751  4.4888  15.3317
Si  7.566  5.5816  12.1986
Si  2.4014  8.1684  21.1877
Si  5.4648  7.8059  12.4617
Si  9.2868  0.4473  15.4508
Si  2.9171  -0.0503  16.6497
Si  10.4465  1.164  12.5474
Si  7.7388  2.8061  21.2242
Si  9.1241  8.7928  14.4079
Si  1.5039  4.8098  10.3673
Si  4.4704  9.463  19.1236
Si  11.0763  6.0807  21.1134
Si  6.6204  10.4517  14.8539
Si  5.3588  0.7074  21.1646
Si  2.345  9.8542  10.3624
Si  0.4113  10.628  21.3665
Si  5.8129  5.2323  21.1187
Si  3.6518  7.1255  10.1342
Si  9.0707  5.6834  14.8217
Si  3.6469  4.0748  19.0614
Si  10.009  3.6645  19.3103
Si  4.278  8.678  15.3488
Si  0.4628  1.9214  17.1475
Si  6.7854  7.5055  19.2564
Si  5.2717  3.6364  16.7199
Si  7.7884  5.0191  17.5199
Si  6.6292  9.9691  10.374
Si  4.3743  1.1033  10.0821
Si  -0.0425  9.135  11.8432
Si  9.0925  8.6055  20.9627
Si  4.5373  1.6585  14.5767
Si  2.4399  2.0798  21.0427
Si  6.3229  3.3851  10.3346
Si  3.4421  5.9244  16.708
Si  9.8973  6.5547  10.3439
O  0.0722  2.6224  18.5618
O  2.9572  9.6441  15.5608
O  10.8319  4.793  20.1506
O  7.5229  2.3974  9.935
O  10.9499  5.3711  10.7474
O  6.6187  6.7356  12.8404
O  10.3666  8.0692  10.7413
O  7.6469  9.4508  14.0132
O  8.4719  6.2333  11.0304
O  5.3042  10.5128  20.0244
O  2.1575  3.7497  11.434
O  7.9713  8.4822  19.79
O  6.211  6.6819  20.5315
O  5.4571  2.7436  15.3792
O  1.2785  0.9436  20.7278
O  6.1111  9.0304  11.5871
O  4.6655  5.0261  16.143
O  6.6248  3.8925  17.5778
O  10.5067  10.7016  11.724
O  5.581  0.5015  14.0266
O  8.0752  5.1446  15.9505
O  9.7261  9.8132  15.5252
O  -0.3769  5.1426  15.1017
O  1.5634  6.8217  20.8051
O  1.5247  0.6594  17.1694
O  6.567  1.7462  20.8445
O  0.983  1.8015  12.7619
O  3.2154  5.4647  18.279
O  9.49  2.0131  11.5491
O  1.0166  3.125  16.2115
O  8.5571  5.1094  13.3953
O  10.2369  8.6609  13.2348
O  1.4297  9.396  21.5874
O  10.0438  9.9193  20.6399
O  3.1282  0.3008  10.7736
O  5.0266  2.4546  10.7278
O  1.7298  4.0893  13.9173
O  7.9082  10.8821  10.7855
O  9.1216  4.491  18.2434
O  5.6405  9.5122  15.7721
O  5.4942  0.0356  9.9468
O  3.5545  2.2576  13.3936
O  2.023  5.6254  15.9861
O  9.7283  1.0088  13.9886
O  4.4534  6.9789  11.5181
O  4.7303  4.4991  20.1784
O  10.0028  1.3307  16.5729
O  6.6959  4.3462  11.5911
O  5.5887  8.3958  18.6083
O  9.0135  2.7636  20.2241
O  3.6272  1.1163  15.7962
O  4.239  3.1014  17.8778
O  9.9443  7.2219  20.916
O  3.3729  8.7034  9.8849
O  3.9222  7.433  16.3415
O  7.6647  0.4779  15.6638
O  8.9729  7.2942  14.9447
O  3.9085  1.4155  21.169
O  1.5785  9.2198  11.6636
O  2.3503  6.189  10.2619
O  7.3132  6.4396  18.1485
O  7.1426  4.3112  21.1686
O  4.6238  8.2661  13.7924
O  3.3552  8.6341  19.9695
O  2.5151  3.2008  19.8484
O  3.7074  10.2957  17.9499

Results
free energy: -51801.478 eV
free energy less fixed offsets of O -447.96, Si -113.29 eV per atom: -1.188 eV
gap between the highest filled and lowest empty level on this k mesh: 1.417 eV

The program warned: the cutoff lies below the one the program advises for these potential files; the forces do not sum to zero within the program's tolerance; the exchange-correlation potential is rough where the density is thin.
